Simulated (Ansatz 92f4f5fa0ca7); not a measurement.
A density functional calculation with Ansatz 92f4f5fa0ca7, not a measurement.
Periodic cell of 214 atoms, Si131O81P2, from a study of silicon, its oxide and their interface. The atomic structure is a simulated model.
Doubt: the cutoff is far below the 930 eV that the study's wrapper takes by default for these files, so forces and energies are approximate.
This geometry differs little from another in the collection (a relaxation step or a small displacement).

Settings
functional: PBE
potential files: Ansatz PAW
basis: plane waves
wave-function cutoff: 580 eV
density cutoff ratio: 5
exchange-correlation grid ratio: 1
k mesh: 1 x 1 x 1, Gamma-centred
self-consistency stop: 5e-08 eV per atom in the density residual
occupations: fixed
spin: none
net charge: 0

Cell vectors (angstrom)
a 10.938 0 0
b 0 10.938 0
c 0 0 31.5432

Atoms and the computed forces on them: element, x, y, z (angstrom), force x, y, z (eV/angstrom)
Si 10.3981 0.5933 24.3335 -0.0012 -0.0005 -0.0017
Si 6.0086 10.5096 24.1362 -0.0013 0.0002 -0.0006
Si 2.0905 3.2621 24.083 -0.0012 -0.0018 -0.0029
Si 8.6645 2.2812 24.2743 -0.0002 -0.0021 -0.0023
Si 0.4556 5.064 24.1374 0 -0.0013 -0.002
Si 5.0226 5.9073 24.2275 -0.0008 -0.0015 -0.0008
Si 3.3578 7.6521 24.1615 -0.001 -0.0015 -0.0034
Si 7.805 8.8373 24.011 0.0011 -0.0019 0.0021
Si 1.3118 1.4892 25.4526 -0.0002 0.0019 0.0044
Si 6.8873 1.3176 25.4715 0.0012 -0.0025 0.0059
Si 3.9912 4.1082 25.3338 -0.0004 0.0007 0.0028
Si 9.6339 4.1068 25.4071 -0.0002 -0.0015 0.0045
Si 1.4544 6.822 25.3514 0.0003 -0.0014 0.0044
Si 6.8718 6.9603 25.2586 -0.0011 0.0013 0.001
Si 4.1973 9.5412 25.3313 -0.0007 -0.0013 0.003
Si 9.5029 9.6604 25.4422 -0.0033 -0.0001 0.0044
Si 2.7575 0.0142 26.6407 -0.0001 0.001 -0.0068
Si 8.1923 0.0008 26.9289 0.0014 0.0019 -0.001
Si -0.0131 2.7851 26.9048 0.0002 0 0.0004
Si 5.4286 2.7432 26.663 -0.0014 -0.0001 -0.0062
Si 2.7205 5.4545 26.8272 -0.0019 -0.0009 -0.0015
Si 8.2061 5.5303 26.6344 0.0013 0.0006 -0.0063
Si 0.0182 8.2213 26.6503 0.0008 0.0022 -0.0063
Si 5.5203 8.2159 26.7915 0.0027 0.0027 -0.001
Si 4.1007 1.3669 28.0714 -0.0002 0.0011 0.0035
Si 9.5681 1.3878 28.2233 -0.0019 0.0009 -0.0082
Si 1.367 4.133 28.2222 -0.0002 -0.001 -0.0106
Si 6.8243 4.1345 28.0269 0.0005 -0.0033 0.0091
Si 4.1252 6.8361 28.1318 -0.0056 0.0031 0.0042
Si 9.5865 6.8525 28.0558 -0.0014 -0.0001 0.0049
Si 1.3851 9.5854 28.0467 -0.002 -0.0011 0.0077
Si 6.8222 9.5588 28.2207 -0.0003 0.0027 -0.009
Si 0.024 -0.0144 29.4946 0.0015 -0.0025 -0.003
Si 5.4433 0.0194 29.5045 0.0003 0 0.0035
Si 2.748 2.7205 29.4975 0 -0.0007 0.0004
Si 8.1671 2.7753 29.4895 -0.0018 0.0026 -0.0024
Si -0.0258 5.5018 29.507 -0.001 0 0.0035
Si 5.4818 5.4621 29.4816 0.0008 -0.0015 -0.0032
Si 2.734 8.2124 29.4687 0.0023 -0.0021 -0.0047
Si 8.2271 8.182 29.4995 0.0012 -0.002 0.0006
Si 1.3673 1.3673 30.8594 0.1463 -0.0809 0.0915
Si 6.8362 1.3673 30.8594 -0.1589 0.1528 -0.06
Si 4.1018 4.1018 30.8594 0.1305 -0.083 -0.0076
Si 9.5708 4.1018 30.8594 -0.1847 0.1562 -0.0337
Si 1.3673 6.8362 30.8594 -0.0103 0.2205 -0.0939
Si 6.8362 6.8362 30.8594 0.0895 -0.1507 0.0297
Si 4.1018 9.5708 30.8594 -0.1607 0.0606 -0.0514
Si 9.5708 9.5708 30.8594 0.1413 -0.0806 0.0395
Si 2.7345 0 0.6835 0.0717 -0.1503 0.0416
Si 8.2035 0 0.6835 -0.1382 0.0553 -0.038
Si 0 2.7345 0.6835 -0.1503 0.1207 -0.0558
Si 5.469 2.7345 0.6835 0.1068 -0.1218 0.0668
Si 2.7345 5.469 0.6835 -0.1246 0.1105 -0.0279
Si 8.2035 5.469 0.6835 0.1142 -0.1939 0.0902
Si 0 8.2035 0.6835 0.1944 -0.1017 0.0879
Si 5.469 8.2035 0.6835 -0.0277 0.15 -0.0733
Si 4.1215 1.3412 2.0482 -0.0008 0.0009 0.0015
Si 9.5464 1.3837 2.0401 -0.0014 0.0035 -0.0012
Si 1.337 4.1284 2.0509 -0.0019 0.0036 0.0044
Si 6.8585 4.073 2.0532 0.0015 -0.0011 -0.0012
Si 4.0886 6.8588 2.0393 -0.0033 0.003 -0.0008
Si 9.595 6.8094 2.0502 0.0015 -0.0008 0.0002
Si 1.3818 9.5578 2.0544 -0.0006 0.0008 -0.0016
Si 6.8362 9.566 2.0629 0.0016 -0.0012 0.0048
Si -0.0304 -0.0074 3.3441 0.0077 -0.0031 0.0081
Si 5.4735 -0.0194 3.4797 -0.001 0.0008 -0.0051
Si 2.7128 2.7219 3.3293 0.0016 -0.0035 0.0042
Si 8.1988 2.7041 3.4916 -0.0022 0.0041 -0.0043
Si -0.0146 5.4691 3.5082 0.0021 -0.0004 -0.0084
Si 5.4812 5.483 3.3312 0.0047 -0.0047 0.0107
Si 2.7477 8.2063 3.4778 -0.0013 0.0009 -0.0036
Si 8.2329 8.1788 3.3813 -0.0045 0.0018 0.001
Si 1.3173 1.3694 4.6681 -0.0002 0.0007 0.0015
Si 6.8559 1.3004 4.8946 -0.0012 -0.001 0.0074
Si 4.0862 4.1169 4.619 0.0002 0.0002 0.0025
Si 9.5484 4.0709 4.8987 -0.0011 -0.0027 0.0073
Si 1.3688 6.8685 4.8788 0.0016 0.0002 0.006
Si 6.8637 6.7997 4.7164 -0.0002 -0.0006 0.0006
Si 4.125 9.5534 4.8933 0.001 -0.0005 0.006
Si 9.5868 9.5618 4.7346 -0.0001 -0.0005 0.0012
Si 2.6516 0.048 6.0993 -0.0036 -0.0015 -0.0057
Si 8.2338 -0.1417 6.2473 0.0008 -0.0019 -0.0021
Si -0.0012 2.6506 6.1858 0.003 0.0004 -0.0037
Si 5.4102 2.7775 6.0427 -0.0006 0.0023 -0.0083
Si 2.7683 5.4206 6.1048 0.003 -0.0019 -0.0037
Si 8.1437 5.4481 6.2237 -0.0036 -0.0014 -0.0048
Si 0.0162 8.2986 6.2185 -0.002 -0.0005 -0.0043
Si 5.5717 8.1378 6.1833 0.0005 -0.0001 -0.0014
Si 3.5125 1.9598 7.1487 -0.0028 0.0035 0.0044
Si 10.0344 0.8225 7.4292 -0.0017 0.0011 0.0014
Si 1.7968 3.656 7.3282 0.0017 -0.0002 0.0013
Si 6.2566 4.5101 7.385 -0.0016 0.0011 0.0029
Si 4.6504 6.2642 7.2505 -0.0021 -0.0002 0.0021
Si 9.2062 7.2205 7.3701 0.0026 0.0056 0
Si 0.9162 10.1627 7.4853 0.0026 -0.0004 0.0041
Si 7.4269 8.8867 7.4939 -0.0028 -0.0004 -0.0002
O 4.5214 6.4472 8.8896 -0.0013 -0.0004 0.0029
O 1.4596 3.9913 8.9233 0.0005 0.001 0.0029
O 9.8359 6.7352 8.829 -0.0003 -0.0002 0.0003
O 1.3427 10.1212 9.1159 -0.0023 0.0008 -0.0026
O 6.1634 4.1967 9.0231 0.0024 -0.0033 0.0021
O 3.8171 1.7215 8.7418 0.0002 -0.0008 0.0005
O 7.1654 8.9541 9.1483 0.0008 0.0011 0.0029
O 9.6371 1.0692 9.0199 0.0011 -0.0008 -0.0004
O 8.2174 2.59 22.7125 0.0005 -0.0007 0.0004
O 10.936 5.5242 22.6066 0.0009 -0.0015 0.0019
O 5.5802 0.0907 22.626 -0.0001 0.0008 -0.0001
O 5.2711 5.393 22.6745 -0.0011 0.0016 0.0011
O 2.0858 2.813 22.4791 0 0.0016 0.0036
O 3.2768 7.8169 22.5057 0.001 -0.0005 0.0032
O 8.3923 8.7363 22.4491 -0.0011 0.0005 -0.0011
O -0.201 11.247 22.7486 -0.0003 0.0002 0.0014
Si 2.107 2.9464 12.9097 0.001 -0.0021 -0.0003
Si 8.7442 1.2896 10.3554 -0.0057 0.0048 0.0018
Si 0.9753 4.3155 15.3787 -0.0049 0.0053 0
Si 7.5413 5.6676 12.216 -0.0051 0.0015 -0.0029
Si 2.3565 8.1704 21.2154 -0.0018 -0.0002 -0.0001
Si 5.392 7.8599 12.457 0.001 0.0007 -0.0025
Si 9.1746 0.2607 15.3926 0.0019 0.0003 0.0061
Si 2.7994 -0.063 16.6737 0.0002 -0.001 0.0049
Si 10.5238 1.0247 12.6398 -0.0001 0.0004 -0.0002
Si 7.6965 2.867 21.2073 -0.0011 0.0006 0.0011
P 9.5775 8.5649 14.2167 0.0019 -0.0053 -0.0048
Si 1.4777 4.7476 10.3658 -0.0006 0.0023 -0.0023
Si 4.4052 9.4921 19.1373 -0.0003 0.0011 0.0039
Si 11.0053 6.084 21.0766 -0.0005 0.0005 -0.0006
P 6.445 10.2953 14.6035 -0.0005 0.002 -0.0034
Si 5.3288 0.7514 21.168 -0.0011 -0.0015 -0.0001
Si 2.4699 9.8066 10.2615 0.0014 -0.0032 0.001
Si 0.3998 10.6352 21.3901 -0.0001 -0.0003 0.0008
Si 5.7794 5.3006 21.1475 0.0003 -0.0018 0.0004
Si 3.6322 7.0648 10.0778 -0.0001 -0.0021 -0.0033
Si 9.1084 5.6629 14.8818 0.0128 0.0104 0.0123
Si 3.5706 4.1364 19.119 0 0 0.0027
Si 9.9478 3.6748 19.2437 -0.0001 -0.0002 0.0039
Si 4.1326 8.6774 15.3284 0 -0.0035 0.0002
Si 0.3076 1.7708 17.1219 -0.0015 0.0009 0.0035
Si 6.7259 7.5931 19.3111 0.0002 0.0002 0.0033
Si 5.1976 3.6818 16.7792 -0.0028 0.0056 -0.0008
Si 7.7379 5.134 17.513 0.0011 0.0003 0.0045
Si 6.705 9.9462 10.3591 -0.002 -0.001 -0.0027
Si 4.4777 1.1019 10.0588 0.0018 -0.0022 -0.0011
Si 0.3043 8.9713 12.0712 0.0045 -0.0012 -0.0008
Si 9.0657 8.6403 20.9548 -0.0003 -0.0004 0.0012
Si 4.4347 1.7116 14.6928 -0.0039 -0.0015 -0.0003
Si 2.388 2.1028 21.0446 -0.0009 -0.001 -0.0004
Si 6.3939 3.377 10.4126 0.0035 -0.0001 -0.0025
Si 3.2849 5.9021 16.7152 -0.0009 -0.0033 0.0029
Si 9.9302 6.5303 10.4346 0.0019 -0.0013 0.003
O -0.0262 2.5802 18.5018 0.0004 -0.0032 -0.0038
O 2.8235 9.6645 15.5424 -0.0005 -0.0008 0.0004
O 10.7976 4.8 20.0841 -0.0012 -0.0003 -0.0011
O 7.6757 2.4573 10.056 0.0008 0.0024 0.0072
O 10.8984 5.2425 10.7743 -0.0001 0.001 -0.0008
O 6.5897 6.8292 12.8659 0.0019 -0.0037 -0.0035
O 10.4718 7.9221 11.0995 -0.0018 -0.0022 -0.0012
O 8.4218 6.2408 10.9728 -0.002 -0.0019 0.0018
O 5.2687 10.5148 20.0574 -0.0021 -0.0012 -0.0001
O 2.1358 3.6812 11.4377 -0.0006 -0.0004 0.0008
O 7.8926 8.6208 19.8176 -0.0012 -0.001 -0.0014
O 6.1307 6.7951 20.6104 -0.0006 -0.0004 -0.0013
O 5.4476 2.7177 15.495 0.0003 0.0052 0.005
O 1.2676 0.9271 20.6943 -0.0011 -0.0006 -0.0004
O 6.0253 9.1265 11.6064 -0.001 -0.0007 -0.0018
O 4.5017 5.0007 16.1109 0.0026 -0.0119 0.0055
O 6.5664 4.0103 17.5943 -0.0074 0.0014 -0.0063
O 10.6314 10.4749 11.9875 -0.0001 0.0006 -0.0017
O 5.4123 0.5317 14.0766 -0.0012 -0.0001 0.0035
O 7.9052 5.4331 15.9298 0.0137 0.0047 -0.0105
O 9.7804 9.6544 15.4371 0.0006 0.0037 0.0049
O -0.5794 4.7212 15.2552 -0.0119 0.0105 -0.0076
O 1.4985 6.8388 20.7882 -0.0002 -0.0007 -0.0001
O 1.3521 0.4953 17.2244 -0.0015 -0.0007 -0.0005
O 6.5365 1.7885 20.8067 -0.0008 -0.0017 0.0007
O 1.0482 1.6923 12.9072 0.0002 -0.0013 0.0004
O 3.1365 5.5277 18.3247 -0.0005 -0.0007 -0.0037
O 9.7022 1.8829 11.5352 -0.0022 -0.0025 -0.0049
O 1.0073 2.8712 16.1348 0 0.0013 -0.001
O 8.5874 5.2568 13.3991 0.0036 0.0035 0.0072
O 11.138 8.4757 13.6408 -0.0046 0.0011 -0.0004
O 1.4111 9.4013 21.7093 -0.0003 -0.0003 -0.0007
O 10.0559 9.9284 20.6131 -0.0004 -0.0004 0.0001
O 3.2869 0.2082 10.7679 0.001 0.0016 -0.0021
O 5.1432 2.3824 10.8517 0.0012 -0.0006 -0.0009
O 1.6165 4.1299 13.9036 -0.0034 0.0021 0.006
O 7.9829 10.8513 10.8466 -0.0004 0.0012 -0.0005
O 9.0961 4.5119 18.1354 -0.0046 0.0004 -0.0045
O 5.4951 9.5593 15.7687 -0.0036 -0.0039 -0.0012
O 5.6425 0.0368 9.6734 -0.0011 0.0007 0.0009
O 3.5551 2.3722 13.4664 0.0008 -0.0016 0.0011
O 1.8266 5.5124 16.0887 -0.0032 -0.0064 -0.0041
O 9.6273 0.9749 13.9986 -0.0003 0.0004 -0.0022
O 4.4057 7.0045 11.4937 0.0015 0.0026 -0.0003
O 4.6327 4.5834 20.258 -0.0021 -0.0011 -0.0018
O 9.8173 1.1437 16.5969 0.0009 -0.0021 -0.0001
O 6.6688 4.3928 11.6698 0.0011 0.0004 -0.0037
O 5.5165 8.4211 18.5888 -0.0005 -0.0004 -0.0001
O 8.9731 2.7802 20.2007 0 -0.0004 -0.0012
O 3.4552 1.1881 15.8751 0.0014 -0.0015 -0.0029
O 4.201 3.1332 17.9709 0.0027 0.0009 -0.0045
O 9.843 7.2055 20.8551 -0.0007 -0.0002 -0.0002
O 3.4112 8.6289 9.6312 -0.0025 0.0002 0.0014
O 3.7496 7.4178 16.3092 0 -0.0005 -0.0032
O 7.518 0.2088 15.5545 0.0016 -0.0031 -0.0015
O 9.6006 7.2167 15.1016 -0.0024 -0.0358 -0.0028
O 3.8833 1.4836 21.1586 0.0025 -0.002 0
O 1.8529 9.121 11.6127 -0.0006 0.0008 -0.0009
O 2.2932 6.1603 10.2512 0.0025 -0.0022 0.001
O 7.3248 6.5184 18.2504 0.0013 -0.0024 -0.0023
O 7.1305 4.3923 21.0855 -0.0004 -0.0002 -0.0008
O 4.4722 8.2588 13.7692 -0.0017 0 0.0033
O 3.2726 8.6582 19.9692 0.0003 0.0002 -0.002
O 2.4072 3.2598 19.8723 0.0005 0.0003 -0.0014
O 3.6479 10.3331 17.9638 -0.0008 -0.0002 -0.0022

Results
free energy: -130852.699 eV
free energy less fixed offsets of O -568.88, P -755.39, Si -635.61 eV per atom: 2.271 eV

The program warned: the cutoff lies below the one the program advises for these potential files; the forces do not sum to zero within the program's tolerance; the exchange-correlation potential is rough where the density is thin.
